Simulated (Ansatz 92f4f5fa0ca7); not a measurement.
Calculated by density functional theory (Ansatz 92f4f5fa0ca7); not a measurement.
Periodic cell of 213 atoms, Si132O80H1, from a study of silicon, its oxide and their interface. The atomic structure is a simulated model.
Doubt: the cutoff is low for norm-conserving oxygen, so forces and energies are approximate.
Doubt: the program's own warning below bears on the result.

Settings: functional HSE06; potential files SPMS norm-conserving; basis plane waves; wave-function cutoff 800 eV; density cutoff ratio 4; exchange-correlation grid ratio 1; k mesh 1 x 1 x 1, Gamma-centred; occupations fixed; spin none; net charge +1 e, with a uniform compensating background and no finite-size correction.

Cell vectors (angstrom)
a	10.938	0	0
b	0	10.938	0
c	0	0	31.7763

Atoms: element, x, y, z (angstrom)
Si	-0.3881	0.3578	24.3817
Si	6.1803	-0.5592	24.3636
Si	2.1377	3.3145	24.441
Si	8.6222	2.0922	24.3456
Si	0.4872	5.091	24.2904
Si	4.7493	6.1139	24.3542
Si	3.0418	7.9306	24.5039
Si	7.7697	8.539	24.3394
Si	1.2822	1.458	25.6574
Si	6.9308	1.243	25.7459
Si	4.0343	4.1781	25.5715
Si	9.5602	4.0586	25.4272
Si	1.3727	6.7949	25.6957
Si	6.7063	6.8444	25.5686
Si	4.2133	9.6369	25.5869
Si	9.5265	9.5439	25.603
Si	2.7392	0.0403	26.9293
Si	8.2605	-0.0759	27.0956
Si	-0.0722	2.796	27.0145
Si	5.4641	2.7428	26.9209
Si	2.7392	5.46	27.0635
Si	8.1755	5.4488	26.8692
Si	-0.0162	8.2014	26.9661
Si	5.463	8.2285	27.0282
Si	4.1018	1.3673	28.3581
Si	9.5708	1.3673	28.3581
Si	1.3673	4.1018	28.3581
Si	6.8362	4.1018	28.3581
Si	4.1018	6.8362	28.3581
Si	9.5708	6.8362	28.3581
Si	1.3673	9.5708	28.3581
Si	6.8362	9.5708	28.3581
Si	0	0	29.7253
Si	5.469	0	29.7253
Si	2.7345	2.7345	29.7253
Si	8.2035	2.7345	29.7253
Si	0	5.469	29.7253
Si	5.469	5.469	29.7253
Si	2.7345	8.2035	29.7253
Si	8.2035	8.2035	29.7253
Si	1.3673	1.3673	31.0926
Si	6.8362	1.3673	31.0926
Si	4.1018	4.1018	31.0926
Si	9.5708	4.1018	31.0926
Si	1.3673	6.8362	31.0926
Si	6.8362	6.8362	31.0926
Si	4.1018	9.5708	31.0926
Si	9.5708	9.5708	31.0926
Si	2.7345	0	0.6835
Si	8.2035	0	0.6835
Si	0	2.7345	0.6835
Si	5.469	2.7345	0.6835
Si	2.7345	5.469	0.6835
Si	8.2035	5.469	0.6835
Si	0	8.2035	0.6835
Si	5.469	8.2035	0.6835
Si	4.1018	1.3673	2.0507
Si	9.5708	1.3673	2.0507
Si	1.3673	4.1018	2.0507
Si	6.8362	4.1018	2.0507
Si	4.1018	6.8362	2.0507
Si	9.5708	6.8362	2.0507
Si	1.3673	9.5708	2.0507
Si	6.8362	9.5708	2.0507
Si	0	0	3.418
Si	5.469	0	3.418
Si	2.7345	2.7345	3.418
Si	8.2035	2.7345	3.418
Si	0	5.469	3.418
Si	5.469	5.469	3.418
Si	2.7345	8.2035	3.418
Si	8.2035	8.2035	3.418
Si	1.3966	1.3357	4.7391
Si	6.798	1.3806	4.8643
Si	4.1369	4.0902	4.7696
Si	9.5592	4.0943	4.7876
Si	1.3862	6.8644	4.8511
Si	6.8062	6.8573	4.7121
Si	4.0815	9.6121	4.905
Si	9.6417	9.5031	4.6967
Si	2.6454	0.0662	6.3287
Si	8.2808	-0.085	5.9986
Si	0.0505	2.7259	6.0566
Si	5.3615	2.7372	6.3347
Si	2.8237	5.4903	6.1421
Si	8.1606	5.5019	6.0776
Si	0.0017	8.2302	6.2445
Si	5.5553	8.2107	6.186
Si	3.4149	1.9688	7.5811
Si	10.0133	0.9222	7.1927
Si	1.7513	3.7752	7.3068
Si	6.2901	4.7148	7.2704
Si	4.6222	6.4235	7.4115
Si	9.2637	7.0517	7.4295
Si	0.7409	10.1234	7.5308
Si	7.5157	9.027	7.276
O	0.7724	9.85	9.2001
O	1.1757	4.5177	8.6816
O	5.3672	-1.5195	10.6595
O	7.1179	9.8279	8.6829
O	3.5329	1.627	9.2156
O	4.6284	6.617	9.13
O	6.5595	4.8668	9.1877
O	9.8507	6.0878	8.7057
O	2.4385	2.9239	22.8411
O	6.2988	10.8592	22.7371
O	7.6786	2.2769	22.9559
O	0.3646	5.6101	22.7145
O	2.3179	8.6289	23.15
O	8.1762	8.052	22.7997
O	4.8776	5.7996	22.7442
O	11.3109	10.5831	23.0534
Si	0.3504	3.6486	14.9904
Si	6.9277	11.2018	14.099
Si	3.897	2.0495	10.7485
Si	3.3907	1.7116	22.3229
Si	1.8806	10.1028	22.6001
Si	4.885	10.2003	12.0168
Si	13.3531	11.2023	19.9045
Si	6.3733	13.4494	17.0639
Si	9.6851	3.4175	19.7449
Si	2.7355	17.5707	19.4407
Si	-1.4752	13.3019	16.9778
Si	1.6039	8.6253	15.6533
Si	1.132	6.2642	12.1936
Si	10.4199	11.5761	19.1087
Si	9.5872	6.0516	13.9996
Si	5.4544	14.1028	14.3855
Si	11.0131	5.8614	21.1229
Si	6.3934	12.4341	22.279
Si	-0.9225	2.0252	10.0878
Si	5.3497	5.7404	21.1989
Si	5.9827	6.3256	9.9939
Si	7.0317	16.0061	12.4886
Si	2.547	14.496	12.9842
Si	11.5916	10.6253	10.6461
Si	8.8971	10.9077	11.8988
Si	13.2088	9.0412	12.6225
Si	6.6963	3.2555	20.0479
Si	8.5775	9.2373	18.8641
Si	8.1386	7.415	21.2935
Si	6.5998	3.4304	10.1782
Si	6.88	-1.7719	10.1362
Si	6.3031	10.457	17.0664
Si	-0.1268	5.0232	9.5169
Si	-0.936	7.5501	16.6329
Si	1.4825	5.8704	16.834
Si	3.5743	9.3587	17.8531
O	8.4471	11.1658	13.4476
O	7.9167	-1.1022	11.1639
O	10.3436	10.2068	11.6213
O	2.4176	5.6334	18.1564
O	9.5963	6.6971	21.009
O	4.9263	2.1108	22.7184
O	9.7307	3.5304	18.1018
O	-4.0029	10.4595	15.546
O	3.068	8.0786	18.7353
O	0.5308	12.2454	10.3196
O	6.7951	17.4343	21.0969
O	6.2341	1.7552	14.0577
O	1.3883	6.5981	20.417
O	3.5004	10.6458	18.8439
O	9.2097	17.8875	15.3131
O	7.0743	-3.4057	9.8945
O	14.0633	12.4344	20.7227
O	13.6142	13.7247	11.5419
O	-0.9253	3.6457	9.9728
O	6.0728	-0.6473	13.0863
O	10.8829	17.6284	13.2383
O	4.1022	6.2584	20.2624
O	-3.0282	13.3591	16.4714
O	2.0697	7.0475	15.8289
O	5.9269	5.9244	11.5706
O	4.3863	0.7519	11.5903
O	6.5638	1.7344	20.6664
O	8.2844	16.9096	12.9949
O	1.1032	11.6457	19.0588
O	-0.0195	17.2967	17.2933
O	7.5287	3.8957	11.429
O	5.4467	14.277	16.0025
O	2.9747	11.2441	23.0992
O	10.7931	4.4091	20.3918
O	8.9856	8.094	17.7635
O	7.9177	8.5652	20.1733
O	12.8866	18.5681	11.8841
O	6.3575	3.2991	18.4669
O	1.3542	15.4289	15.9722
O	2.2055	16.0858	12.7355
O	7.4698	10.1881	18.1565
O	5.6126	4.1913	20.7954
O	2.5906	9.5511	16.5563
O	-5.2081	11.969	17.2825
O	9.3872	1.4333	8.679
O	10.994	8.7661	16.165
O	10.5179	13.3957	15.7556
O	3.9339	14.2143	13.8043
O	-0.9874	1.8374	20.1379
O	6.9678	2.2457	9.1706
O	9.7867	11.8589	17.6368
O	-1.0832	10.0902	19.4522
O	1.2651	13.908	13.8138
O	12.8827	10.0494	20.9725
O	10.0527	15.4831	14.3963
O	1.617	9.1243	14.1019
O	0.4016	5.756	10.8453
O	8.205	3.8361	20.2814
O	3.8613	9.2239	12.7914
O	-5.8244	9.3447	17.275
O	5.0913	3.1776	10.6933
O	1.9131	10.2646	11.5878
O	6.2954	4.4152	13.7573
O	8.9695	1.4728	11.2195
H	7.8606	1.9045	8.9003

Results
free energy: -50809.240 eV
free energy less fixed offsets of H -15.86, O -447.96, Si -113.29 eV per atom: -2.300 eV
gap between the highest filled and lowest empty level on this k mesh: 1.169 eV

The program warned: the cutoff lies below the one the program advises for these potential files; the model core charge is not resolved on the grid; the forces do not sum to zero within the program's tolerance; the exchange-correlation potential is rough where the density is thin.
